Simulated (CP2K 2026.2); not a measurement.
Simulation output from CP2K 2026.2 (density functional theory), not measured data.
Periodic cell of 518 atoms, Si360O158, from a study of silicon, its oxide and their interface. The atomic structure is a simulated model.
Doubt: the forces sum to 1.30 eV/angstrom along one axis rather than to zero, so they err by at least 0.0025 eV/angstrom per atom on average; the grid cutoff is modest.

Settings
functional: PBE
method: Gaussian and plane waves
basis set: DZVP-MOLOPT-SR-GTH
pseudopotentials: GTH-PBE
grid cutoff: 350 Ry, relative cutoff 50 Ry
k points: Gamma only
occupations: fixed
spin: none
net charge: 0

Cell vectors (angstrom)
a	16.32	0	0
b	0	16.32	0
c	1.9437	-0.2777	34.8789

Atoms and the computed forces on them: element, x, y, z (angstrom), force x, y, z (eV/angstrom)
Si	2.011	2.935	33.658	0.026	0.159	0.112
Si	10.295	2.058	33.952	0.129	0.265	0.614
Si	9.283	12.933	25.827	0.086	-0.018	-0.019
Si	9.692	6.404	30.398	-0.051	0.031	0.081
Si	17.822	9.984	34.491	0.17	0.324	0.515
Si	4.888	12.903	34.216	-0.237	-0.106	0.628
Si	2.858	14.635	32.473	-0.011	-0.05	-0.046
Si	9.26	15.991	30.212	0.107	0.065	0.043
Si	1.279	5.175	0.573	-0.219	-0.019	0.596
Si	6.414	6.771	0.095	0.055	0.028	0.668
Si	3.85	3.657	0.7	0.523	0.278	0.264
Si	1.89	4.637	28.81	-0.164	-0.128	0.04
Si	13.69	14.004	34.617	0.083	0.134	0.225
Si	6.437	4.121	31.036	0.014	0.016	-0.008
Si	14.293	5.551	34.087	0	0.059	0.142
Si	13.092	9.219	32.431	-0.029	-0.046	0.103
Si	5.933	9.265	28.482	-0.119	0.044	0.013
Si	16.551	13.655	31.608	0.13	0.036	-0.001
Si	16.006	15.904	1.442	0.031	0.087	-0.026
Si	15.391	2.753	34.283	-0.094	-0.268	0.574
Si	6.171	0.638	34.808	-0.014	0.06	0.085
Si	2.565	7.871	1.296	0.506	0.395	0.14
Si	0.398	11.27	1.558	0.007	-0.016	0.004
Si	2.138	12.979	1.512	-0.062	0.026	-0.049
Si	6.027	13.741	0.032	-0.051	-0.149	0.164
Si	8.751	3.154	1.302	0.051	0.029	-0.034
Si	5.372	5.247	1.512	-0.033	-0.014	-0.011
Si	8.048	8.099	1.239	-0.033	-0.045	-0.103
Si	5.552	11.065	1.301	0.01	0.032	0.749
Si	8.78	10.435	29.233	0.082	-0.128	-0.093
Si	11.466	0.321	1.628	0.143	0.345	0.489
Si	13.109	2.126	1.518	-0.071	-0.06	0.035
Si	10.442	4.958	1.462	-0.147	-0.271	0.472
Si	14.067	7.925	0.643	-0.021	-0.081	0.124
Si	10.198	11.812	1.122	-0.314	0.239	0.506
Si	14.138	14.254	1.516	0.263	0.004	0.496
Si	14.943	1.278	2.734	0.009	-0.035	-0.067
Si	0.783	4.695	2.819	-0.044	-0.04	-0.025
Si	15.339	6.345	2.968	0.191	-0.144	0.526
Si	1.412	9.45	2.698	-0.025	-0.05	-0.025
Si	15.008	12.372	2.718	-0.016	0.05	-0.078
Si	1.306	14.84	2.75	0.013	-0.022	-0.097
Si	4.081	1.511	2.714	-0.009	-0.081	0.659
Si	6.976	4.037	2.684	-0.006	-0.055	-0.006
Si	4.042	6.742	2.773	-0.046	-0.001	0.02
Si	6.854	9.599	2.641	-0.017	-0.015	-0.012
Si	4.017	12.16	2.734	0.04	-0.019	-0.027
Si	7.158	14.392	2.829	0.323	-0.112	0.453
Si	9.62	1.386	2.652	0.002	-0.027	-0.067
Si	12.17	3.934	2.748	-0.005	0.003	-0.059
Si	9.454	6.765	2.634	0.083	0.084	-0.02
Si	12.202	9.705	2.612	-0.043	-0.064	0.671
Si	9.048	12.754	2.9	-0.057	0.045	-0.038
Si	12.451	15.058	3.008	0.035	0.001	0
Si	13.73	0.074	4.362	0.027	0.053	-0.057
Si	16.267	2.784	3.961	0.016	0.02	0.029
Si	13.554	5.327	4.092	0.016	0.03	-0.01
Si	16.332	8.159	4.105	-0.003	-0.029	0.018
Si	13.596	10.978	4.016	-0.018	-0.008	0.014
Si	16.328	13.59	4.227	-0.011	0.011	0.006
Si	2.713	0.007	3.959	0.014	0.011	0.005
Si	5.578	2.699	4.066	-0.026	-0.031	-0.007
Si	2.62	5.474	4.119	0.032	0.004	0.081
Si	5.449	8.203	4.011	0.006	0.036	-0.022
Si	2.774	10.749	4.129	-0.028	-0.011	-0.03
Si	5.402	13.5	4.13	0.04	0.047	0.036
Si	8.19	16.275	3.925	-0.046	0.001	-0.02
Si	10.854	2.677	4.204	0.005	-0.027	-0.045
Si	8.157	5.475	4.108	0.023	-0.049	-0.002
Si	10.88	8.186	3.913	0	0.008	-0.016
Si	8.141	10.932	4.107	0.033	0.031	0.013
Si	10.875	13.683	4.116	-0.023	-0.103	0.016
Si	15.035	14.952	5.614	-0.034	0.016	0.034
Si	1.349	1.395	5.326	0.02	-0.012	-0.001
Si	14.914	4.013	5.476	0.04	-0.008	0.012
Si	1.369	6.857	5.533	-0.005	-0.014	-0.022
Si	14.935	9.561	5.383	0.008	-0.01	0
Si	1.397	12.169	5.46	0.001	-0.018	-0.051
Si	4.078	14.988	5.382	0.026	0.019	0.012
Si	6.863	1.288	5.395	0.001	-0.024	0.02
Si	4.083	4.064	5.36	-0.008	-0.018	-0.029
Si	6.776	6.832	5.413	-0.026	0.019	-0.008
Si	4.125	9.466	5.501	0.02	-0.052	0.001
Si	6.739	12.171	5.527	-0.009	-0.007	-0.009
Si	9.533	15.041	5.454	-0.006	0.026	0.012
Si	12.243	1.39	5.588	0.016	0.005	-0.011
Si	9.504	4.101	5.475	-0.012	-0.006	0.002
Si	12.213	6.812	5.341	0.016	0.052	0.008
Si	9.549	9.524	5.367	0.005	-0.009	0
Si	12.225	12.268	5.429	0.001	-0.003	0.013
Si	16.395	0.056	6.838	0	0.025	0.007
Si	2.735	2.702	6.735	-0.016	-0.008	-0.01
Si	16.294	5.429	6.788	0.015	-0.015	-0.008
Si	2.746	8.159	6.878	-0.017	0.024	0.028
Si	16.313	10.859	6.804	-0.027	-0.032	-0.001
Si	2.744	13.596	6.771	0.007	0.027	-0.029
Si	5.457	-0.015	6.766	0.004	0.01	0.001
Si	8.156	2.7	6.792	-0.001	-0.011	0.008
Si	5.41	5.449	6.754	-0.017	-0.005	-0.006
Si	8.168	8.181	6.758	0.03	0.002	-0.019
Si	5.428	10.834	6.889	-0.011	-0.012	0.038
Si	8.155	13.611	6.768	0.003	-0.013	-0.03
Si	10.867	0.014	6.88	-0.002	0.046	0.042
Si	13.6	2.734	6.914	-0.005	-0.003	0.04
Si	10.885	5.477	6.783	0.036	-0.019	-0.011
Si	13.582	8.165	6.73	-0.002	-0.005	-0.002
Si	10.889	10.871	6.771	-0.005	0.006	0.004
Si	13.581	13.594	6.847	0.002	-0.021	-0.013
Si	14.982	1.35	13.578	0.02	-0.016	0.001
Si	1.375	4.086	13.58	-0.024	0.012	-0.005
Si	14.956	6.812	13.588	-0.016	0.023	-0.009
Si	1.388	9.516	13.589	0.019	-0.017	0.004
Si	14.958	12.244	13.589	-0.022	0.003	0.013
Si	1.388	14.96	13.613	0.014	-0.013	0.003
Si	4.077	1.363	13.597	-0.019	0.018	-0.001
Si	6.804	4.075	13.615	0.001	-0.029	0
Si	4.101	6.795	13.588	0.023	-0.023	-0.006
Si	6.791	9.523	13.609	-0.018	0.018	-0.003
Si	4.098	12.248	13.625	-0.01	0.001	-0.004
Si	6.807	14.949	13.616	0.015	0.002	0.007
Si	9.49	1.352	13.607	-0.008	0.013	-0.004
Si	12.242	4.08	13.582	0.009	-0.011	0.001
Si	9.503	6.816	13.611	0	0.013	0.008
Si	12.235	9.523	13.605	0.011	0	-0.003
Si	9.519	12.237	13.598	0.01	-0.01	-0.003
Si	12.225	14.957	13.578	-0.007	0.014	-0.006
Si	13.606	-0.014	14.918	0.009	0.001	-0.007
Si	16.354	2.708	14.929	0	0.007	-0.003
Si	13.597	5.446	14.94	0.002	0	-0.004
Si	16.34	8.159	14.936	-0.017	-0.006	-0.008
Si	13.592	10.895	14.947	-0.004	0.004	-0.005
Si	16.336	13.588	14.947	0.004	0.007	-0.009
Si	2.743	0.009	14.978	0.01	0.004	-0.004
Si	5.437	2.707	14.958	0.017	0.015	-0.012
Si	2.75	5.43	14.941	-0.007	0.002	-0.01
Si	5.438	8.157	14.976	-0.01	0.001	0
Si	2.749	10.864	14.972	0.007	0	-0.004
Si	5.464	13.601	15.003	-0.01	-0.006	-0.001
Si	8.142	-0.016	14.996	-0.007	0.002	0.002
Si	10.861	2.73	14.932	0.003	-0.009	-0.013
Si	8.146	5.457	14.98	-0.009	-0.001	-0.005
Si	10.86	8.179	14.965	-0.004	0.007	-0.003
Si	8.146	10.894	14.962	0.002	-0.011	-0.004
Si	10.866	13.606	14.954	0.002	-0.007	0.003
Si	14.97	14.954	16.287	-0.009	-0.011	-0.01
Si	1.385	1.373	16.333	-0.001	0.006	0.006
Si	14.998	4.084	16.254	0.003	0.007	-0.019
Si	1.402	6.802	16.283	0.011	-0.005	-0.008
Si	14.983	9.542	16.268	0.026	-0.005	-0.003
Si	1.37	12.217	16.308	-0.017	-0.016	-0.011
Si	4.127	15	16.35	0.002	0.027	0.009
Si	6.75	1.338	16.345	-0.036	-0.004	-0.009
Si	4.092	4.064	16.32	-0.011	-0.031	-0.006
Si	6.776	6.803	16.362	0.011	0.006	-0.011
Si	4.102	9.516	16.368	-0.011	-0.002	-0.007
Si	6.817	12.231	16.38	-0.008	0.004	0.009
Si	9.494	14.923	16.351	-0.006	0.001	0.002
Si	12.225	1.347	16.247	-0.001	-0.017	-0.007
Si	9.525	4.098	16.317	0.017	0.003	-0.001
Si	12.203	6.787	16.295	0	0.001	0.01
Si	9.49	9.541	16.324	0.014	0.006	-0.003
Si	12.23	12.255	16.309	0.02	-0.002	0.001
Si	16.278	0.041	17.64	0.035	0.02	0.015
Si	2.81	2.665	17.718	0.02	0.009	-0.006
Si	16.443	5.361	17.607	-0.017	0.005	0.039
Si	2.678	8.189	17.703	-0.021	-0.003	-0.044
Si	16.329	10.862	17.689	-0.026	-0.02	0.004
Si	2.74	13.611	17.605	0.023	-0.022	-0.003
Si	5.444	0.011	17.829	0.005	0.002	-0.022
Si	8.118	2.738	17.611	0.007	-0.012	0
Si	5.367	5.461	17.705	0.007	-0.023	0.048
Si	8.166	8.162	17.704	-0.013	-0.001	-0.01
Si	5.505	10.831	17.752	-0.006	-0.024	0.016
Si	8.13	13.601	17.792	0.004	0.009	0.015
Si	10.91	-0.035	17.625	-0.005	0.012	0.026
Si	13.565	2.761	17.544	-0.015	0.001	-0.021
Si	10.851	5.463	17.726	0.015	0.015	-0.007
Si	13.618	8.154	17.554	-0.02	0.033	0.009
Si	10.816	10.947	17.661	-0.04	0.012	0.027
Si	13.652	13.563	17.655	0.034	0.032	-0.027
Si	14.879	1.465	18.931	0.001	-0.042	0.03
Si	1.482	4.017	19.059	0.047	0.02	0.003
Si	15.052	6.774	18.804	0.031	0.007	0.027
Si	1.314	9.512	19.115	0.034	-0.009	-0.024
Si	14.993	12.21	19.067	-0.02	0.045	-0.005
Si	1.352	14.968	18.913	-0.021	0.023	0.032
Si	4.077	1.343	19.252	-0.011	-0.004	-0.022
Si	6.761	4.082	18.993	-0.005	-0.029	0.007
Si	3.968	6.818	19.081	-0.017	-0.034	0.014
Si	6.869	9.446	19.177	-0.008	0.048	-0.003
Si	4.103	12.269	18.964	-0.024	0.021	-0.014
Si	6.802	14.974	19.222	0.009	-0.01	0.005
Si	9.493	1.346	18.883	-0.012	-0.002	-0.009
Si	12.285	4.086	18.987	0.011	-0.013	-0.034
Si	9.471	6.819	19.118	-0.021	0.005	-0.012
Si	12.228	9.536	18.85	0.055	-0.027	-0.002
Si	9.499	12.26	19.17	0.03	-0.046	0.025
Si	12.311	14.934	18.978	-0.006	0.027	0.05
Si	13.559	0.101	20.317	-0.028	0.018	-0.002
Si	16.335	2.682	20.304	0	-0.002	0.03
Si	13.792	5.425	20.208	-0.043	0.019	-0.001
Si	16.251	8.037	20.371	-0.03	-0.006	-0.007
Si	13.568	10.788	20.29	-0.005	0.026	0.047
Si	16.363	13.654	20.345	-0.004	0	0.046
Si	2.585	-0.101	20.479	0.039	0.009	0.048
Si	5.517	2.781	20.52	0.026	0.003	0.094
Si	2.699	5.436	20.553	0.003	-0.016	-0.012
Si	5.374	8.087	20.46	0.02	0.007	0.037
Si	2.697	10.993	20.327	-0.008	-0.017	0.072
Si	5.344	13.577	20.499	-0.007	-0.006	0.065
Si	8.304	0.05	20.46	-0.003	-0.01	0.018
Si	10.814	2.736	20.2	-0.034	0.032	0.055
Si	7.987	5.482	20.429	0.015	0.034	0.064
Si	10.997	8.18	20.302	0.004	0.007	0.061
Si	8.244	10.796	20.615	0.025	0.009	0.026
Si	10.971	13.661	20.43	-0.011	-0.054	0.026
Si	15.289	15.397	21.516	0.215	0.221	-0.508
Si	17.023	0.8	21.616	-0.059	-0.05	-0.047
Si	15.493	4.509	21.571	0.042	0.103	-0.08
Si	17.161	6.351	21.786	-0.026	-0.025	0.146
Si	14.387	8.942	21.484	-0.05	-0.051	-0.035
Si	1.729	12.673	21.692	-0.014	0.035	0.018
Si	3.461	14.416	21.754	-0.123	-0.215	-0.635
Si	7.272	1.702	21.76	-0.233	-0.038	-0.752
Si	4.515	4.524	21.814	-0.023	0.027	-0.001
Si	6.203	6.317	21.835	-0.051	-0.03	0.006
Si	4.243	9.799	21.604	-0.116	-0.087	-0.717
Si	6.518	11.956	21.764	0.219	0.136	-0.757
Si	14.985	9.557	23.608	-0.156	-0.156	-0.573
Si	11.716	1.032	21.508	-0.029	-0.28	-0.492
Si	9.343	3.982	21.564	0.096	0.015	-0.681
Si	12.783	7.125	21.405	0.164	0.301	-0.534
Si	10.047	9.687	21.835	-0.303	-0.049	-0.702
Si	10.146	15.49	21.695	0.055	-0.021	0.046
Si	11.679	0.151	28.544	-0.005	0.03	0.005
Si	16.111	6.9	29.155	-0.078	0.086	0.068
Si	12.643	13.736	29.137	0.078	0.019	-0.099
Si	14.012	6.476	31.217	-0.035	0.015	-0.001
Si	11.33	5.467	23.601	0.039	-0.081	-0.13
Si	3.934	3.923	26.743	0.024	-0.076	-0.006
Si	12.142	12.02	21.679	0.072	0.158	-0.674
Si	17.185	11.839	23.745	0.215	0.194	-0.537
Si	5.628	9.607	25.442	-0.062	-0.057	-0.038
Si	10.214	10.042	26.514	0.067	0.034	-0.019
Si	6.881	6.559	29.182	0.038	-0.103	0.019
Si	16.767	9.933	29.684	-0.024	0.031	0.026
Si	6.543	12.558	24.72	0.01	0.01	-0.131
Si	17.212	1.988	23.616	-0.493	-0.085	-0.444
Si	10.576	1.161	25.871	0.108	-0.005	0.009
Si	9.655	7.79	24.455	0.132	0.074	-0.228
Si	12.495	2.613	24.194	-0.079	0.031	-0.195
Si	16.714	0.403	26.325	-0.088	-0.009	-0.06
Si	6.617	5.301	26.436	-0.088	0.071	-0.051
Si	15.878	2.987	27.827	0.042	-0.092	-0.036
Si	3.498	3.164	30.884	0	-0.004	-0.074
Si	13.534	13.988	23.714	0.016	0.062	-0.196
Si	4.428	14.815	24.756	0.009	0.034	-0.142
Si	13.846	6.727	26.938	0.065	0.056	-0.018
Si	3.758	3.352	23.746	0.289	0.337	-0.497
Si	12.04	5.398	28.932	0.111	-0.003	0.093
Si	13.18	2.668	29.38	0.004	-0.024	0.003
Si	13.077	1.681	32.34	-0.01	-0.026	0.025
Si	6.005	8.484	34.573	-0.485	-0.35	0.524
Si	8	2.761	26.213	-0.015	-0.112	-0.03
Si	15.594	5.025	25.357	-0.051	-0.359	-0.516
Si	2.835	9.474	24.365	-0.086	0.085	-0.133
Si	15.383	3.49	23.666	0.302	0.418	0
Si	13.325	9.762	26.148	0.005	-0.042	-0.049
Si	2.908	15.395	27.373	0.031	0.052	-0.058
Si	15.73	10.846	32.419	0.06	-0.117	-0.052
Si	10.97	9.188	34.442	-0.142	-0.442	0.423
Si	10.361	9.164	31.61	-0.014	-0.022	0.027
Si	8.832	4.566	32.669	0.016	0.016	0.105
Si	4.326	1.457	28.504	-0.086	0.129	0.043
Si	3.033	0.304	34.604	-0.312	-0.321	0.396
Si	8.622	15.834	33.344	0.027	0.023	0.135
Si	4.213	10.082	32.868	0.033	0.153	0.125
Si	10.627	15.017	23.962	-0.138	0.045	-0.603
Si	6.652	7.093	24.036	-0.227	-0.145	-0.538
Si	13.913	14.957	31.781	0.127	0.115	0.107
Si	14.936	11.86	27.905	-0.002	-0.045	0.055
Si	5.946	1.145	24.443	0.053	0.113	-0.063
Si	3.51	10.659	29.847	-0.087	-0.005	0.044
Si	9.701	13.288	28.832	0.106	-0.024	-0.038
Si	15.725	13.758	25.704	0.008	0.014	-0.099
Si	7.394	1.975	29.11	-0.05	0.024	0.028
Si	17.112	7.261	24.07	-0.009	-0.294	-0.725
Si	2.553	13.609	29.793	-0.045	0.034	0.13
Si	14.984	1.358	8.207	0.003	0.001	0.011
Si	1.369	4.065	8.121	0.005	0.001	-0.019
Si	14.936	6.809	8.13	0.012	0.008	-0.003
Si	1.357	9.529	8.184	0.005	0	0.015
Si	14.96	12.224	8.171	0.016	0.02	-0.004
Si	1.411	14.965	8.161	-0.016	0.015	0.007
Si	4.09	1.354	8.12	-0.002	-0.012	0.011
Si	6.777	4.077	8.119	0.008	-0.003	-0.007
Si	4.098	6.778	8.188	-0.019	0.001	0.009
Si	6.829	9.494	8.187	-0.009	-0.002	0.013
Si	4.073	12.248	8.179	0.004	-0.003	0.012
Si	6.801	14.953	8.15	-0.008	0.015	-0.007
Si	9.511	1.39	8.2	-0.003	0.009	0.015
Si	12.227	4.132	8.191	0.014	0.022	0.005
Si	9.513	6.818	8.138	-0.019	-0.015	-0.006
Si	12.243	9.511	8.134	0.001	-0.01	0.006
Si	9.52	12.243	8.127	0.011	-0.018	-0.001
Si	12.232	14.956	8.203	-0.006	-0.029	0.014
Si	13.61	-0.007	9.545	-0.003	0.017	0.002
Si	16.346	2.73	9.529	-0.009	-0.003	0
Si	13.596	5.474	9.535	-0.008	-0.004	0.01
Si	16.31	8.152	9.509	0.017	-0.017	0.007
Si	13.601	10.861	9.517	0.005	-0.012	-0.004
Si	16.333	13.606	9.507	-0.016	-0.005	-0.014
Si	2.761	-0.004	9.52	0.032	-0.009	0.003
Si	5.434	2.72	9.496	-0.038	0.002	0
Si	2.717	5.418	9.511	0.007	-0.001	0.021
Si	5.46	8.141	9.538	0.009	-0.004	0.008
Si	2.71	10.896	9.538	-0.031	0.009	-0.001
Si	5.45	13.599	9.524	0.021	-0.01	0.009
Si	8.146	0.004	9.522	0.006	-0.012	0.004
Si	10.877	2.751	9.542	0.006	0.007	-0.004
Si	8.152	5.437	9.488	0.006	0.011	-0.016
Si	10.874	8.167	9.508	0.009	0.007	0.003
Si	8.174	10.887	9.516	-0.006	0.006	0.004
Si	10.868	13.584	9.527	-0.006	0.011	0.005
Si	14.974	14.95	10.886	-0.001	-0.005	0.004
Si	1.383	1.353	10.871	-0.009	0.001	-0.004
Si	14.969	4.094	10.871	0.014	0.02	-0.003
Si	1.36	6.793	10.864	-0.017	-0.007	-0.003
Si	14.964	9.514	10.882	-0.013	0.001	-0.006
Si	1.36	12.255	10.896	0.017	0.009	0.002
Si	4.105	14.959	10.892	-0.006	0.011	0.006
Si	6.785	1.362	10.877	0	0.008	0.001
Si	4.085	4.072	10.871	-0.003	-0.007	0.002
Si	6.815	6.786	10.886	-0.012	-0.017	0.007
Si	4.089	9.523	10.873	0.006	0.005	-0.003
Si	6.807	12.236	10.881	-0.002	0	0.001
Si	9.509	14.959	10.876	-0.001	-0.006	-0.001
Si	12.241	1.37	10.883	0.004	0.003	-0.006
Si	9.504	4.097	10.888	0.01	-0.016	0.001
Si	12.226	6.819	10.888	0.008	0.004	0.002
Si	9.524	9.526	10.878	0.01	0.003	-0.002
Si	12.238	12.224	10.874	-0.007	-0.008	0.002
Si	16.348	-0.012	12.233	-0.009	0.006	0.003
Si	2.731	2.717	12.23	0.014	-0.002	0.003
Si	16.322	5.448	12.237	0	-0.018	0.01
Si	2.733	8.15	12.223	-0.008	-0.001	-0.01
Si	16.326	10.877	12.243	-0.009	0.009	0.003
Si	2.741	13.602	12.252	-0.008	0.006	-0.001
Si	5.449	-0.001	12.258	-0.012	-0.011	0.005
Si	8.147	2.72	12.239	-0.005	0.009	-0.004
Si	5.453	5.425	12.237	0.012	0.017	0.002
Si	8.157	8.169	12.24	-0.002	-0.008	-0.007
Si	5.441	10.884	12.246	0.005	-0.003	-0.003
Si	8.16	13.599	12.243	0.006	0.007	0.001
Si	10.864	0.008	12.234	0.007	-0.003	-0.003
Si	13.615	2.724	12.231	-0.007	-0.007	-0.002
Si	10.867	5.456	12.248	0	0.01	0.001
Si	13.593	8.172	12.241	0	0	0.006
Si	10.88	10.877	12.243	0.002	-0.007	0
Si	13.596	13.592	12.228	0.008	-0.005	-0.005
O	15.534	14.917	31.577	0.135	0.417	-0.24
O	7.734	4.304	25.811	0.243	0.102	-0.414
O	17.148	8.537	34.808	0.29	-0.054	-0.366
O	6.409	14.594	1.369	-0.141	0.47	-0.031
O	3.416	9.233	22.88	-0.263	-0.231	-0.137
O	4.778	0.698	1.456	0.32	-0.541	0.112
O	6.216	5.353	30.016	-0.484	0.133	-0.224
O	4.709	10.128	0.278	-0.326	0.001	-0.322
O	13.011	12.687	22.899	0.152	-0.387	0.323
O	10.431	7.602	31.185	0.206	-0.247	0.291
O	5.417	4.443	27.092	0.145	0.073	0.699
O	11.191	15.727	0.266	-0.358	0.076	-0.392
O	13.939	5.542	32.519	-0.028	-0.601	-0.106
O	10.971	5.548	0.012	-0.405	-0.105	-0.454
O	9.239	10.989	0.104	-0.19	0.183	-0.305
O	12.422	8.709	33.832	0.392	-0.169	0.261
O	13.333	14.079	0.078	0.397	0.111	-0.354
O	3.264	2.774	1.982	-0.52	0.351	0.463
O	13.18	8.857	1.622	0.069	-0.129	0.124
O	11.282	10.738	1.729	0.144	0.011	0.021
O	2.049	8.095	24.669	0.332	-0.152	0.5
O	16.653	10.824	33.742	-0.009	0.436	0.225
O	1.933	10.817	24.433	0.28	0.137	0.284
O	10.089	13.627	24.608	0.137	-0.267	-0.283
O	7.045	12.592	23.175	0.611	0.135	0.135
O	11.877	1.769	22.968	0.015	0.054	-0.013
O	8.235	7.068	24.308	0.246	-0.522	0.234
O	3.671	4.114	25.167	-0.009	0.619	0.103
O	6.831	0.911	23.114	-0.099	-0.309	-0.012
O	12.04	4.171	24.256	0.31	0.038	0.214
O	2.784	1.907	34.652	0.134	0.349	0.276
O	1.607	0.011	27.3	-0.009	0.49	0.336
O	2.676	4.536	0.039	0.068	0.039	-0.512
O	7.214	7.437	34.266	-0.152	0.14	-0.405
O	13.699	9.779	24.573	-0.456	-0.08	-0.041
O	13.489	8.264	26.698	-0.298	0.171	0.011
O	6.808	1.85	25.605	-0.311	-0.212	0.402
O	16.802	2.438	33.563	0.157	-0.165	-0.304
O	15.327	4.367	34.432	0.568	0.322	0.348
O	9.359	3.104	33.116	-0.34	-0.028	-0.076
O	16.867	6.012	25.084	0.453	-0.222	0.52
O	10.194	-0.061	24.895	-0.342	0.117	0.006
O	16.432	9.96	31.266	0.315	-0.448	0.233
O	5.896	1.555	28.76	0.033	-0.19	0.106
O	10.806	0.086	29.919	0.295	0.302	0.341
O	4.006	10.145	31.286	0.24	-0.391	-0.023
O	10.148	4.878	22.663	-0.103	0.189	0.142
O	2.82	4.786	27.503	-0.183	0.58	-0.373
O	12.561	5.965	27.524	-0.247	0.047	-0.267
O	12.842	1.241	28.719	0.217	-0.285	-0.355
O	10.534	5.931	29.111	-0.17	0.003	-0.382
O	4.062	13.91	33.253	0.114	0.324	-0.282
O	15.829	10.953	23.545	0.069	0.13	-0.181
O	13.183	14.308	30.525	-0.23	-0.322	0.014
O	9.741	8.699	25.77	-0.057	-0.122	0.374
O	14.695	14.817	22.94	0.244	-0.006	0.27
O	6.414	13.447	34.427	0.12	0.187	-0.016
O	2.775	9.744	33.52	0.023	-0.196	-0.242
O	17.755	13.861	32.689	-0.151	-0.329	0.613
O	16.841	13.118	24.698	0.326	0.494	-0.159
O	15.934	15.351	25.944	-0.318	0.082	-0.025
O	2.032	10.142	29.459	0.123	-0.245	-0.152
O	3.858	2.385	27.253	-0.194	-0.237	-0.308
O	7.705	13.204	25.627	-0.083	0.66	0.454
O	6.008	6.179	25.221	-0.664	-0.195	-0.115
O	17.305	13.408	30.186	-0.255	-0.084	-0.516
O	7.08	-0.112	33.714	-0.383	-0.05	-0.151
O	2.621	2.84	32.182	0.078	-0.324	-0.176
O	3.557	1.901	29.863	-0.416	-0.445	0.144
O	14.094	2.532	24.061	0.179	-0.473	0.214
O	12.932	5.958	30.152	-0.21	0.091	0.263
O	11.046	10.928	22.262	-0.11	0.161	0.245
O	12.424	6.351	22.806	0.085	0.078	0.44
O	15.857	1.51	27.148	-0.229	-0.273	-0.107
O	5.458	16.034	24.981	0.428	-0.038	0.33
O	4.985	3.536	31.39	-0.027	-0.002	0.412
O	14.291	5.98	25.575	-0.475	0.232	-0.529
O	6.26	2.24	34.503	0.182	0.245	-0.381
O	11.215	12.999	29.336	0.076	-0.31	0.197
O	3.152	14.673	30.877	0.506	0.449	-0.257
O	9.747	13.561	27.236	0.387	0.322	-0.22
O	4.829	11.459	33.465	0.411	-0.034	0.165
O	9.151	5.655	33.823	0.459	0.144	-0.006
O	15.641	12.377	31.938	-0.544	0.212	-0.291
O	8.818	14.265	33.77	0.526	-0.225	-0.513
O	6.12	8.611	24.26	-0.147	0.37	-0.516
O	9.752	9.89	28.056	0.044	-0.314	0.286
O	9.923	9.25	33.18	-0.597	0.144	0.067
O	14.195	2.253	33.337	-0.16	0.099	-0.137
O	12.1	3.782	28.924	-0.541	-0.269	-0.002
O	9.574	5.091	31.337	0.19	-0.235	-0.389
O	17.442	6.038	28.939	0.131	0.414	0.076
O	5.376	10.845	22.171	0.106	0.059	0.17
O	3.756	14.913	23.293	-0.058	0.478	0.06
O	4.017	9.674	25.429	-0.12	0.027	0.613
O	2.257	2.859	23.39	-0.233	0.382	-0.545
O	7.382	3.008	30.344	0.489	-0.294	0.215
O	16.415	8.475	29.114	-0.036	-0.02	-0.185
O	15.485	6.426	30.566	0.342	-0.29	0.394
O	11.863	9.797	31.528	0.17	0.315	-0.356
O	14.232	13.529	25.097	-0.314	-0.247	0.515
O	13.123	2.553	30.986	-0.104	0.425	-0.062
O	4.641	0.084	34.819	0.136	-0.514	-0.069
O	2.821	4.409	30.108	0.037	0.56	0.129
O	5.19	13.406	24.892	-0.121	-0.286	0.116
O	3.292	14.901	25.891	-0.131	0.024	-0.061
O	10.952	13.015	0.342	0.167	-0.092	-0.058
O	7.252	9.984	29.056	-0.182	0.006	0.007
O	15.802	4.115	26.678	-0.09	0.142	0.162
O	15.062	6.602	27.98	0.213	-0.436	0.05
O	8.352	2.855	22.252	0.131	0.14	0.283
O	14.818	6.757	1.462	-0.104	-0.108	-0.232
O	4.057	-0.073	28.103	0.27	-0.123	-0.03
O	8.26	6.97	29.918	0.052	0.616	-0.018
O	12.264	14.956	23.967	0.208	0.19	0.246
O	5.253	8.882	33.191	0.048	-0.212	-0.403
O	11.997	1.856	25.53	0.257	-0.185	0.561
O	9.031	14.537	29.577	-0.327	0.004	-0.22
O	13.421	0.149	31.988	0.06	0.097	0.097
O	9.569	0.599	34.107	-0.143	-0.335	0.225
O	17.284	1.087	24.974	0.3	-0.253	-0.06
O	13.491	14.038	33.034	-0.371	-0.645	-0.091
O	13.751	8.005	31.626	0.161	0.052	0.071
O	8.252	0.692	29.51	0.046	-0.085	-0.326
O	3.435	12.268	29.896	0.592	0.033	0.223
O	7.229	4.543	32.386	-0.282	0.114	0.325
O	17.228	3.344	28.655	0.248	-0.406	0.503
O	7.236	6.162	27.65	0.421	0.029	-0.287
O	14.645	3.108	28.86	-0.018	0.008	0.244
O	9.821	8.772	23.169	-0.176	-0.145	0.202
O	1.479	6.8	0.613	-0.264	0.112	-0.32
O	15.002	6.957	34.465	0.033	0.221	-0.623
O	2.706	-0.201	33.088	-0.327	0.46	-0.416
O	6.27	11.051	25.188	-0.003	-0.134	0.24
O	5.848	7.801	29.168	-0.371	-0.106	0.272
O	9.43	2.277	25.669	0.027	0.141	-0.509
O	10.66	0.594	27.374	-0.462	0.01	0.158
O	15.826	12.938	27.092	0.327	0.234	0.408
O	4.683	2.041	23.992	-0.205	-0.409	-0.193
O	9.531	11.335	25.823	-0.407	0.021	-0.48
O	13.716	12.674	28.584	-0.017	0.07	0.266
O	15.864	8.308	24.182	0.02	-0.082	0.039
O	6.378	12.184	0.392	0.602	-0.254	-0.244
O	2.126	4.412	34.342	-0.41	0.19	-0.124
O	9.337	9.948	30.664	-0.07	0.27	0.336
O	2.624	14.103	28.277	-0.194	-0.321	-0.381
O	8.039	2.676	27.819	0.075	0.166	0.127
O	6.097	9.079	26.886	0.2	-0.507	-0.153
O	11.653	1.83	33.091	0.029	0.03	-0.104
O	11.809	10.232	26.399	0.099	0.462	0.237
O	8.948	15.968	31.783	-0.044	0.096	-0.061
O	12.367	15.039	28.191	0.131	0.055	-0.691
O	14.33	10.753	26.908	0.23	-0.094	0.039
O	14.231	10.323	32.716	-0.158	0.293	0.103
O	15.877	11.071	28.956	0.245	0.277	-0.017
O	4.602	10.131	28.781	-0.255	0.252	-0.453
O	8.767	12.038	29.179	-0.452	0.101	0.334
O	10.706	6.565	24.613	0.22	0.021	0.36

Results
total energy: -107794.277 eV
total energy less fixed offsets of O -438.35, Si -107.03 eV per atom: -4.177 eV
